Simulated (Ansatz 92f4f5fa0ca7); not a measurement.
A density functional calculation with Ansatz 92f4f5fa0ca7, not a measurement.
Periodic cell of 237 atoms, Si145O90As2, from a study of silicon, its oxide and their interface. The atomic structure is a simulated model.
Doubt: the cutoff is far below the 930 eV that the study's wrapper takes by default for these files, so forces and energies are approximate.
This geometry differs little from another in the collection (a relaxation step or a small displacement).

Settings: functional PBE; potential files Ansatz PAW; basis plane waves; wave-function cutoff 580 eV; density cutoff ratio 5; exchange-correlation grid ratio 1; k mesh 1 x 1 x 1, Gamma-centred; self-consistency stop 5e-08 eV per atom in the density residual; occupations fixed; spin none; net charge 0.

Cell vectors (angstrom)
a	11.6015	0	0
b	0	10.938	0
c	0	0	32.0622

Atoms and the computed forces on them: element, x, y, z (angstrom), force x, y, z (eV/angstrom)
Si	-0.1956	-0.0694	23.2742	-0.0025	0.0025	-0.0048
Si	3.6738	0.1991	23.1116	-0.0023	0.0025	-0.0065
Si	7.5553	-0.1335	23.4467	0.0005	0.0014	-0.0025
Si	1.6882	1.3697	23.4174	-0.0006	0.0024	-0.0047
Si	5.7361	1.4052	23.1899	0.0019	0.0001	-0.0095
Si	9.4475	1.2291	23.3708	0.0014	0.0028	-0.0013
Si	0.1609	5.3145	23.4597	0.0007	-0.0008	-0.0056
Si	4.1231	5.2984	23.3942	0.0026	0.0021	-0.0046
Si	8.033	5.6104	23.5403	0.0043	0.0025	-0.0166
Si	2.1591	6.5847	23.3678	-0.0009	0.002	-0.0043
Si	5.9667	6.7713	23.4801	-0.0056	-0.0015	0.0019
Si	10.01	6.869	23.5911	-0.0025	0.0018	-0.0055
Si	1.9037	2.6668	25.3797	0.0012	-0.0018	-0.0004
Si	5.8318	2.6567	25.2529	-0.0004	-0.0016	0.0004
Si	9.632	2.6887	25.2677	0.0021	0.0003	-0.0022
Si	11.5993	4.0092	25.3884	-0.0011	-0.0003	-0.0004
Si	3.8934	3.9745	25.3219	0.0008	0	0.0005
Si	7.7429	4.0935	25.3386	-0.0007	-0.0008	-0.0015
Si	1.9744	8.1471	25.1957	0.0015	0.0001	0.0005
Si	5.7765	8.1671	25.3668	0.0005	0.0003	0.0017
Si	9.7116	8.263	25.4262	0.0029	0	-0.0009
Si	11.6409	9.5583	25.2632	-0.0014	-0.0024	0.0015
Si	3.8662	9.5852	25.0781	0.0009	-0.0013	-0.0027
Si	7.6913	9.5195	25.4064	0.0012	-0.0004	-0.0019
Si	11.6512	-0.0113	27.2062	-0.0013	0.0023	0.0008
Si	3.9015	-0.0545	27.125	0.0011	0.0019	-0.001
Si	7.759	-0.0174	27.2829	-0.0011	-0.0014	-0.0002
Si	1.9858	1.3128	27.2771	0.0002	0.0012	0.0013
Si	5.829	1.3211	27.2034	-0.0018	0.0024	-0.0014
Si	9.6957	1.3289	27.2092	0.0003	0.0035	0.0005
Si	11.5936	5.4705	27.2419	-0.0006	-0.0002	0.0004
Si	3.847	5.4209	27.2177	-0.0014	-0.0011	0.0007
Si	7.7128	5.4579	27.264	-0.0002	0.0067	-0.0041
Si	1.9389	6.826	27.1843	-0.0009	-0.0005	-0.0022
Si	5.761	6.7966	27.2746	-0.0014	-0.0035	-0.0022
Si	9.6544	6.8137	27.2797	0.0009	-0.0028	-0.0027
Si	1.9449	2.7249	29.1737	-0.0027	0.0012	-0.0028
Si	5.795	2.7069	29.1394	-0.0015	-0.0005	0.0033
Si	9.6801	2.7213	29.1426	0.0011	-0.0034	0.0044
Si	0.0086	4.0949	29.1668	0.0028	-0.005	-0.002
Si	3.87	4.0863	29.1694	-0.0013	-0.0036	-0.0017
Si	7.7313	4.0757	29.1728	-0.0011	-0.0002	0.0008
Si	1.9438	8.187	29.1401	0.0004	0.0024	-0.0028
Si	5.7904	8.1936	29.1772	0.0053	0.0014	-0.0062
Si	9.675	8.2032	29.1856	-0.005	0.005	-0.0096
Si	0.0112	9.561	29.1502	0.0037	-0.0054	-0.0005
Si	3.8724	9.5685	29.1255	-0.0046	-0.0038	-0.0004
Si	7.7339	9.5459	29.1918	-0.0003	0.0006	0.0005
Si	0	0	31.0965	0.0187	0.0168	-0.0727
Si	3.8672	0	31.0965	-0.0031	0.0308	-0.1834
Si	7.7343	0	31.0965	-0.0354	0.0596	0.126
Si	1.9336	1.3673	31.0965	-0.0101	-0.081	0.109
Si	5.8008	1.3673	31.0965	-0.0031	0.027	-0.1456
Si	9.6679	1.3673	31.0965	0.0038	-0.0543	-0.0938
Si	0	5.469	31.0965	0.0354	-0.0225	-0.02
Si	3.8672	5.469	31.0965	0.01	0.0369	-0.0091
Si	7.7343	5.469	31.0965	-0.0268	-0.0499	-0.015
Si	1.9336	6.8362	31.0965	-0.0187	-0.0874	-0.067
Si	5.8008	6.8362	31.0965	-0.0275	-0.0912	0.114
Si	9.6679	6.8362	31.0965	0.0501	-0.1552	0.1552
Si	1.9336	2.7345	0.9679	0.004	0.0481	0.0717
Si	5.8008	2.7345	0.9679	-0.0798	0.0124	-0.2931
Si	9.6679	2.7345	0.9679	0.0421	0.0291	0.0198
Si	0	4.1018	0.9679	-0.1017	0.0561	-0.0456
Si	3.8672	4.1018	0.9679	0.0158	0.0395	0.1079
Si	7.7343	4.1018	0.9679	0.078	0.0428	0.0686
Si	1.9336	8.2035	0.9679	0.0347	0.0348	-0.1838
Si	5.8008	8.2035	0.9679	0.0784	0.0332	0.0541
Si	9.6679	8.2035	0.9679	-0.1542	-0.0125	0.2657
Si	0	9.5708	0.9679	0.086	-0.0362	0.1406
Si	3.8672	9.5708	0.9679	-0.2718	-0.2698	-0.0902
Si	7.7343	9.5708	0.9679	0.0991	-0.1032	-0.0117
Si	11.6182	0.0051	2.9222	0.0051	0.0013	0.0231
Si	3.8024	-0.0266	2.8999	-0.0118	-0.008	0.0279
Si	7.7461	0.0031	2.8916	0.0076	-0.0164	0.0048
Si	1.9213	1.4058	2.9266	-0.0042	0.0204	-0.01
Si	5.7561	1.2464	2.7708	0.0265	-0.0228	-0.0356
Si	9.677	1.3557	2.8967	-0.008	-0.0012	-0.0213
Si	11.5647	5.5091	2.8747	-0.0004	0.0188	-0.0005
Si	3.8757	5.4906	2.9114	0.0095	0.0217	-0.0053
Si	7.7307	5.4594	2.9	-0.0162	0.0491	-0.0217
Si	1.9154	6.8248	2.8873	0.0065	-0.0171	-0.0019
Si	5.8136	6.8432	2.9089	0.0226	-0.0176	-0.0177
Si	9.6517	6.8898	2.9822	0.0057	0.0044	-0.0238
Si	1.8888	2.878	4.8122	-0.0201	-0.012	0.0085
Si	5.7087	2.548	4.6387	0.0228	0.0644	0.0443
Si	9.5799	2.7551	4.7791	-0.0419	0.0109	0.0296
Si	11.4884	4.1796	4.8009	-0.0238	-0.0334	-0.0017
Si	3.9241	4.1029	4.8254	-0.0028	-0.0266	-0.0133
As	7.5753	4.042	4.8495	-0.0409	0.0035	0.0758
Si	1.8961	8.1438	4.8371	-0.014	-0.0013	-0.003
Si	5.8224	8.2785	4.7959	-0.0111	-0.0184	0.0296
Si	9.6643	8.3197	4.9315	-0.0186	-0.0453	0.0172
Si	11.6415	9.6625	4.9277	-0.0206	-0.0144	0.0294
Si	3.8145	9.4937	4.8158	-0.0043	-0.0167	0.0007
Si	7.7348	9.6894	4.8954	-0.0097	-0.0075	0.0126
Si	11.6321	0.3178	6.7858	-0.0347	-0.0696	0.2037
Si	3.7481	-0.0461	6.6923	0.0054	-0.0003	0.0193
Si	7.7225	0.0672	6.9166	0.0191	-0.0238	0.0132
Si	2.0773	1.5527	6.7325	0.0266	0.0204	0.0131
Si	5.7056	1.2587	6.6269	0.0237	0.0091	-0.0045
Si	9.6354	1.5463	6.8178	0.0056	0.0153	0.0269
Si	11.5463	5.5297	6.7413	-0.003	0.0104	0.0497
Si	4.0629	5.4445	6.8152	0.0242	-0.0072	0.0555
As	7.9159	6.083	6.8663	0.0595	-0.1266	-0.0626
Si	2.0247	6.651	6.6927	-0.0228	0.0474	0.0045
Si	5.8128	7.1241	6.8432	-0.0202	0.1163	0.0708
Si	9.9231	7.2526	7.0717	0.0887	0.0842	0.1389
O	10.309	8.197	8.3748	0.0004	-0.0643	-0.0717
O	7.6946	9.9446	8.235	-0.0309	0.0427	-0.0459
O	7.3931	4.8151	8.1223	0.0307	0.0591	0.0767
O	3.3554	10.3818	8.2518	0.0002	-0.0011	-0.014
O	2.0378	7.5776	8.0642	-0.0021	0.0285	0.0796
O	4.0424	4.618	8.2793	0.0166	0.002	-0.0205
O	9.7607	2.4742	8.2069	0.0004	-0.003	-0.034
O	2.6388	2.3893	8.0957	0.0007	-0.0018	-0.0112
O	11.4086	4.5619	8.0771	0.0156	0.0394	-0.0439
O	5.3834	2.4284	7.7579	-0.0192	-0.0209	-0.0092
O	5.665	8.1545	8.1422	0.0685	-0.0696	-0.0961
O	11.4153	10.6147	8.3048	0.0032	0.0254	-0.1536
O	11.2631	10.0835	21.7945	0.0001	0.0036	0.0097
O	3.2375	10.7126	21.5322	0.0018	0.0023	0.01
O	5.7694	7.7834	22.168	-0.0001	-0.0002	0.0045
O	4.227	4.4514	21.9447	-0.0029	0.0028	0.0073
O	7.6865	9.6879	22.1872	0.0011	0.0017	0.0037
O	10.3173	7.6619	22.1641	-0.0053	-0.0037	0.0101
O	1.6192	2.3902	22.1083	0.0001	-0.0013	0.0054
O	5.9447	2.4348	21.8764	-0.0016	-0.0029	0.0082
O	8.4438	4.7125	22.2001	-0.0009	0.0064	0.0066
O	-0.0702	4.4412	22.0429	-0.0017	0.0018	0.0068
O	2.3358	7.3839	21.9291	0.0012	-0.001	0.0135
O	9.1412	1.8972	21.8793	-0.0003	0.0031	0.0033
Si	2.016	7.8673	9.6475	-0.0938	0.1216	-0.0115
Si	5.0362	0.6054	17.6872	0.0027	0.0029	-0.0199
Si	2.4784	5.4459	14.034	-0.0057	-0.0009	-0.0142
Si	10.5513	3.9207	14.0484	0.0075	-0.0146	-0.0231
Si	8.2894	2.414	15.2831	0.0299	-0.0045	-0.0392
Si	9.5547	2.2438	20.3484	-0.0059	-0.0046	-0.0098
Si	10.5008	3.6576	9.0747	-0.0354	0.0114	0.0218
Si	0.0333	2.3677	11.6075	-0.0499	-0.0129	-0.0369
Si	11.0244	8.164	15.4381	0.0126	0.0083	-0.0215
Si	5.1643	6.9561	14.0094	0.0088	-0.0038	-0.0171
Si	5.7675	2.66	11.1067	0.049	0.0238	-0.0552
Si	8.5755	7.6662	19.3785	-0.0066	-0.0034	-0.0167
Si	8.1189	4.8441	20.6143	0.0028	0.0054	-0.0161
Si	5.9076	9.613	15.1997	0.0039	0.0071	-0.017
Si	2.115	7.6491	20.3434	-0.001	0.0006	-0.0203
Si	1.9246	4.8995	18.7969	-0.0048	-0.0005	-0.0207
Si	4.4879	3.4551	18.0146	0.0012	0.0014	-0.0213
Si	8.4862	8.9502	16.8157	-0.0023	0.0058	-0.0347
Si	0.8486	9.5358	13.3896	-0.0225	0.0188	-0.0005
Si	9.9301	10.7214	11.8361	-0.0111	0.0141	-0.0275
Si	5.351	3.7042	21.0129	0.0002	-0.0009	-0.0181
Si	0.5662	5.5433	16.2855	-0.0047	-0.0021	-0.0289
Si	10.9845	9.3836	9.2644	-0.0108	0.1072	-0.0038
Si	6.5684	8.8984	21.2905	-0.0004	0.0008	-0.0146
Si	7.1158	7.1614	11.5029	0.0008	-0.0267	-0.0856
Si	2.6684	0.7647	12.2577	0.011	0.004	-0.0006
Si	10.8862	8.681	21.0317	0.0005	-0.0017	-0.0179
Si	6.043	4.355	15.6434	-0.003	-0.0037	-0.0199
Si	7.0775	0.5201	13.0096	0.0059	0.0142	-0.0364
Si	4.0916	2.9998	8.5774	0.0061	0.0166	0.0059
Si	0.8863	6.8235	11.9307	-0.0144	0.0017	0.0202
Si	6.5558	9.1503	9.1138	-0.003	-0.0266	-0.0073
Si	0.6714	3.2853	21.1448	0.0013	0.0019	-0.0143
Si	9.8048	6.5817	12.899	0.0047	0.003	-0.02
Si	7.7196	4.6105	9.7147	0.0366	0.0291	-0.1815
Si	3.9925	10.0804	20.217	0.0028	0.0013	-0.018
Si	4.2624	3.0849	13.5183	-0.0067	-0.0009	-0.0183
Si	3.8903	10.0638	9.7686	0.0338	-0.0075	0.0523
Si	8.0607	0.8042	18.0416	0.0087	0.009	-0.0301
O	11.5392	3.3215	12.9123	-0.0201	0.0021	0.0159
O	9.3485	4.5156	9.8635	-0.0888	-0.0043	0.0009
O	8.8068	3.5973	19.8516	0.0006	0.0019	0.0057
O	4.0451	-0.0395	18.8139	0.0004	-0.002	0.0094
O	11.2893	4.5731	15.3354	-0.0059	0.0015	0.0039
O	9.9611	9.885	10.4286	0.0606	-0.0035	-0.0072
O	3.7842	1.5743	13.1352	-0.0107	0.0022	-0.0063
O	0.6761	9.0829	14.947	-0.01	-0.007	-0.0005
O	6.4758	1.0262	18.3634	0.0096	0.0056	0.0036
O	4.748	3.17	19.6042	-0.0005	0.0004	0.0108
O	6.2957	1.249	11.7646	0.0229	0.0114	0.0338
O	0.7714	8.8974	9.9527	0.1943	-0.1421	-0.0555
O	5.6378	4.3333	17.2336	-0.0019	0.0012	0.0084
O	8.4468	7.2783	12.4085	-0.0136	0.0121	-0.0023
O	4.4321	2.6061	10.1302	0.0342	0.0004	0.0179
O	2.0462	5.6671	15.5882	-0.0005	-0.0009	0.0042
O	3.3413	0.0592	10.9635	0.0333	-0.0498	-0.0331
O	5.8861	7.2402	12.5679	0.024	0.003	-0.0087
O	2.3058	6.361	19.3844	0.002	0.005	0.0104
O	0.6431	4.9443	17.793	0.005	0.0029	0.0119
O	8.4138	10.7078	12.4326	-0.0018	0.0124	0.0085
O	5.5103	10.2413	9.7202	-0.0896	-0.0187	-0.0019
O	0.5995	8.2081	20.1957	-0.0028	-0.0007	0.007
O	9.752	2.6436	14.6404	-0.037	0.0165	0.0196
O	2.0161	10.6499	13.3103	0.0108	0.0139	-0.0146
O	9.939	9.139	16.1275	-0.011	0.0022	0.0192
O	6.1083	10.3788	13.7653	0.0206	0.0189	-0.0001
O	7.4409	1.5939	14.173	0.0006	-0.0044	0.0158
O	1.6545	3.9242	20.0461	-0.0025	-0.002	0.0094
O	5.9193	5.8257	14.9372	-0.0025	0.0022	0.0092
O	7.3402	8.9771	15.6705	0.0145	0.0047	0.0204
O	1.497	1.6912	11.6414	-0.0077	0.0036	0.0166
O	7.1597	8.3559	10.3897	-0.003	-0.0334	0.0491
O	4.3123	2.0063	17.2702	0.0017	0.0032	0.0129
O	7.0241	3.2366	10.2481	-0.033	-0.0012	0.0275
O	11.523	7.0257	16.4774	0.0026	0.0088	0.005
O	8.2448	10.1591	17.8407	-0.004	0.0197	0.007
O	3.4319	8.5276	10.1117	-0.0913	0.0491	-0.0368
O	7.5915	3.8648	15.5391	-0.0035	0.0005	0.011
O	3.133	4.3204	17.8962	-0.0035	0.0022	0.0086
O	2.8906	3.919	13.7002	0.0061	0.0083	0.0039
O	1.3485	8.2688	12.5127	-0.0136	-0.0062	0.0016
O	1.2036	5.7309	13.0762	0.0142	0.0173	0.0053
O	4.9642	8.326	14.8764	0.0021	0.0073	0.008
O	11.1767	2.3929	20.3272	0.0004	-0.0008	0.0081
O	10.9922	10.0697	12.8816	0.0255	-0.0131	0.0232
O	5.2708	3.6273	12.3374	-0.0024	-0.0001	0.0044
O	5.0932	3.244	14.9033	0.0092	0.0115	0.013
O	6.4877	4.7959	20.5481	-0.0012	0	0.0048
O	8.4581	1.608	16.6833	-0.0034	-0.004	0.0157
O	10.3802	1.324	11.5853	0.0449	0.0391	0.0087
O	10.8824	6.7154	11.6689	0.0087	-0.0048	0.0295
O	3.2566	8.6874	19.8434	-0.0032	0.0019	0.0045
O	1.7178	6.5346	10.552	0.0125	0.065	-0.0127
O	7.1648	8.1852	19.9776	0.0051	-0.0046	0.0081
O	8.4704	7.6021	17.7458	0.0034	0.0027	0.0117
O	3.6773	6.4446	13.6343	0.001	0.003	0.011
O	9.5696	5.0273	13.3397	0.0035	0.004	0.0104
O	5.5281	9.9971	20.736	0.0015	-0.0039	0.0066
O	10.3438	7.418	14.1704	0.0073	0.0124	0.0151
O	8.7825	6.1555	19.9339	-0.0049	-0.0047	0.0072
O	7.1001	5.7752	10.659	0.0056	0.0819	0.0684
O	5.2633	10.5646	16.3796	0.0025	0.0047	0.0075
O	9.049	1.1326	19.2851	-0.0083	-0.0082	-0.0012
O	11.5568	3.1583	10.1929	0.0057	-0.0185	0.0314
O	9.7397	8.7038	19.8716	0.0026	0.0005	0.0085

Results
free energy: -153071.641 eV
free energy less fixed offsets of As -4856.12, O -568.88, Si -635.61 eV per atom: 3.249 eV

The program warned: the cutoff lies below the one the program advises for these potential files; the exchange-correlation potential is rough where the density is thin.
